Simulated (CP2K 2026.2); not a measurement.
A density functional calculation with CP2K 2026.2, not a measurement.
Periodic cell of 509 atoms, Si360O149, from a study of silicon, its oxide and their interface. The atomic structure is a simulated model.
Doubt: the forces sum to 2.84 eV/angstrom along one axis rather than to zero, so they err by at least 0.0056 eV/angstrom per atom on average; the grid cutoff is modest.

Settings: functional PBE; method Gaussian and plane waves; basis set DZVP-MOLOPT-SR-GTH; pseudopotentials GTH-PBE; grid cutoff 300 Ry, relative cutoff 40 Ry; k points Gamma only; occupations fixed; spin none; net charge 0.

Cell vectors (angstrom)
a 16.32 0 0
b 0 16.32 0
c -0.9036 -7.7974 34.2677

Atoms and the computed forces on them: element, x, y, z (angstrom), force x, y, z (eV/angstrom)
Si -1.964 -0.804 2.658 -0.103 0.232 0.535
Si 1.263 1.428 2.494 0.412 -0.332 0.385
Si -2.066 4.643 2.779 -0.214 0.13 0.644
Si 0.719 7.484 2.705 -0.123 0.172 0.67
Si -1.093 -7.147 2.568 -0.007 0.006 -0.01
Si 1.812 -4.498 2.735 0.209 -0.255 0.514
Si -9.954 -2.733 0.774 0.071 0.011 0.135
Si 5.659 -0.184 4.147 -0.008 0.054 -0.057
Si 4.394 4.679 1.866 0.105 0.023 0.098
Si -9.054 -4.638 2.939 0.156 -0.153 0.48
Si 5.371 10.883 4.09 0.072 -0.039 -0.015
Si -4.712 -3.62 2.764 -0.032 -0.071 -0.091
Si -6.384 -1.921 3.133 0.019 -0.034 -0.038
Si -3.69 0.958 2.909 0.048 -0.052 -0.051
Si -2.423 3.493 -0.1 -0.028 0.048 0.186
Si -3.831 6.374 2.878 0.082 0.022 -0.058
Si -7.734 -0.701 1.749 0.326 0.28 0.284
Si 0.473 -4.043 -0.112 0.013 0.052 0.17
Si -0.066 0.066 3.922 -0.008 -0.026 0.047
Si 2.461 2.999 3.734 -0.723 0.178 -0.053
Si -0.211 5.645 3.918 -0.031 -0.024 -0.117
Si 2.588 8.341 3.975 0.005 -0.001 -0.119
Si -0.003 -5.485 3.934 -0.017 -0.017 -0.062
Si 2.775 -2.762 4.04 -0.045 -0.048 0.016
Si 4.242 -1.437 2.766 -0.245 0.251 0.318
Si -8.102 2.604 4.22 -0.012 0.006 -0.007
Si 5.962 6.095 4.055 0.268 0.195 0.584
Si -7.474 -6.488 2.963 -0.027 -0.016 0.066
Si 3.596 10.1 2.705 -0.057 0.018 -0.005
Si -8.072 -2.975 4.329 -0.013 -0.026 0.029
Si -5.353 -0.098 4.235 -0.03 0.107 -0.054
Si -2.772 2.771 4.116 0.01 0.079 0.029
Si -4.174 4.021 5.535 0.027 0.005 -0.007
Si -2.745 8.162 3.981 -0.024 0.016 -0.065
Si -5.629 -5.43 4.099 0.003 -0.038 0.009
Si -2.858 -2.633 3.94 -0.002 -0.052 -0.023
Si -1.293 1.458 5.404 -0.05 -0.058 -0.015
Si 1.238 4.285 5.248 0.022 -0.001 0.003
Si -1.452 6.877 5.465 -0.011 0.013 0.016
Si 1.295 9.587 5.473 0.011 -0.005 -0.003
Si -1.399 -4.049 5.215 0.001 0.032 -0.01
Si 1.331 -1.35 5.288 -0.005 0.047 0.013
Si 4.277 1.12 5.539 0.508 -0.279 0.485
Si 6.818 4.168 5.339 -0.045 0.046 -0.014
Si 4.084 6.961 5.295 0.042 -0.031 -0.05
Si 6.663 9.495 5.541 0.001 -0.017 -0.015
Si 4.111 12.278 5.495 -0.026 0 -0.013
Si -9.409 -1.51 5.558 0.028 -0.007 0.033
Si -6.733 1.285 5.558 0.027 0.002 0.009
Si -5.512 5.403 4.188 -0.024 -0.007 -0.07
Si -6.862 6.84 5.46 -0.041 -0.034 0.026
Si -4.117 -6.773 5.303 -0.03 -0.005 -0.019
Si -6.75 -4.206 5.728 -0.018 0.002 -0.001
Si -4.001 -1.391 5.592 -0.042 -0.038 -0.032
Si -2.629 0.056 6.812 -0.017 0.057 -0.028
Si 0.073 2.806 6.722 0.031 0.008 0.02
Si -2.755 5.432 6.796 -0.008 -0.014 -0.013
Si -0.029 8.179 6.806 0.031 -0.004 0.008
Si -2.726 -5.416 6.666 0.001 0.022 0.002
Si -0.033 -2.717 6.661 0.047 0.013 0.012
Si 2.742 -0.118 6.804 -0.01 0.024 -0.015
Si 5.472 2.769 6.735 -0.015 -0.015 -0.024
Si 2.726 5.516 6.621 0.035 0.007 0.065
Si 5.32 8.186 6.889 -0.025 -0.001 0.036
Si 2.706 10.914 6.812 -0.012 -0.01 -0.021
Si 5.463 -2.762 6.902 -0.018 0.047 -0.003
Si -8.118 -0.063 6.876 0.023 -0.004 0.002
Si -5.442 2.668 6.927 -0.031 0 0.01
Si -8.159 5.425 6.822 0.016 -0.021 0.011
Si -5.438 8.193 6.748 -0.017 0.005 0.02
Si -8.222 -5.534 6.92 0.047 0.004 0.012
Si -5.388 -2.739 6.936 -0.007 -0.002 -0.019
Si -1.305 -1.357 8.124 -0.006 -0.017 0.004
Si 1.411 1.38 8.077 -0.002 -0.009 -0.002
Si -1.335 4.092 8.124 -0.003 -0.012 0
Si 1.378 6.808 8.099 0.026 0.001 0.002
Si -1.396 9.556 8.109 -0.028 0.032 -0.003
Si 1.32 12.279 8.11 -0.017 -0.014 0.011
Si 4.072 -1.417 8.223 -0.003 -0.008 0.007
Si 6.811 1.379 8.137 0.016 -0.042 -0.023
Si 4.045 4.11 8.05 -0.03 -0.001 -0.006
Si 6.756 6.787 8.155 0.008 -0.013 -0.03
Si 4.007 9.553 8.23 -0.001 0.013 0.021
Si 6.79 12.194 8.257 0.029 0.002 -0.003
Si -6.768 -1.383 8.256 -0.002 0.026 0.023
Si -4.025 1.339 8.213 -0.016 -0.031 0.037
Si -6.822 4.067 8.21 0.002 0.01 -0.015
Si -4.106 6.809 8.136 0.007 0.02 0.003
Si -6.798 -6.86 8.203 -0.01 -0.017 0.013
Si -4.016 -4.125 8.189 0.012 -0.009 -0.021
Si 0.046 0.022 9.471 -0.009 0.006 -0.004
Si 2.733 2.741 9.464 0.017 -0.003 0.004
Si 0.019 5.453 9.479 -0.003 -0.007 0
Si 2.674 8.153 9.537 -0.001 0 0.014
Si -0.023 10.899 9.481 0.022 0.002 0.001
Si 2.686 -2.752 9.545 0.011 -0.004 0.004
Si 5.437 0.015 9.506 -0.017 0.017 -0.027
Si 8.15 2.7 9.551 -0.014 0.01 -0.001
Si 5.397 5.421 9.487 -0.005 0.019 0
Si 8.144 8.111 9.538 0.019 -0.003 0.005
Si 5.406 10.861 9.588 0.005 0.004 0.013
Si 8.164 -2.742 9.576 0.004 -0.004 0
Si -5.401 -0.008 9.571 -0.004 -0.003 0.009
Si -2.675 2.736 9.52 0.002 -0.006 0.006
Si -5.442 5.444 9.523 -0.007 0.004 0.016
Si -2.733 8.176 9.486 -0.013 -0.006 -0.008
Si -5.426 -5.466 9.53 -0.03 0.003 -0.011
Si -2.671 -2.718 9.51 -0.013 0.003 0.007
Si -1.352 1.368 16.322 0 -0.018 -0.011
Si 1.341 4.057 16.313 0.015 -0.001 -0.004
Si -1.377 6.801 16.338 -0.009 0.015 -0.008
Si 1.347 9.534 16.321 0.021 -0.02 -0.014
Si -1.354 -4.067 16.337 -0.013 0.011 0.004
Si 1.351 -1.365 16.324 -0.018 0.026 0.001
Si 4.074 1.35 16.324 0.004 0.011 -0.001
Si 6.799 4.073 16.295 -0.008 -0.015 -0.005
Si 4.09 6.782 16.314 -0.001 -0.001 -0.012
Si 6.808 9.496 16.285 0.007 0.008 -0.019
Si 4.054 -4.08 16.314 0.019 -0.005 -0.002
Si 6.796 -1.352 16.308 -0.016 0.012 -0.002
Si -6.78 1.365 16.324 -0.013 0 0.004
Si -4.079 4.079 16.311 -0.006 0.002 -0.005
Si -6.801 6.787 16.311 0.008 0.004 0.002
Si -4.068 9.519 16.318 -0.002 -0.007 -0.003
Si -6.774 -4.078 16.309 -0.003 -0.02 0.005
Si -4.073 -1.363 16.33 0.01 -0.004 -0.004
Si -2.72 0.016 17.679 -0.002 0.009 -0.004
Si -0.017 2.721 17.71 -0.004 -0.008 -0.004
Si -2.754 5.443 17.698 -0.011 0.014 -0.011
Si -0.013 8.18 17.679 -0.02 0.028 -0.01
Si -2.717 -5.431 17.681 0.004 -0.011 -0.008
Si 0.01 -2.717 17.714 0.039 -0.029 -0.002
Si 2.698 -0.002 17.683 0.019 -0.007 -0.023
Si 5.465 2.7 17.659 0.009 0.01 -0.013
Si 2.723 5.405 17.642 -0.002 0.005 0
Si 5.484 8.125 17.665 0.025 -0.011 0.018
Si 2.679 10.906 17.698 -0.04 0.027 0.029
Si 5.407 -2.7 17.65 0.001 -0.01 -0.001
Si -8.152 0.003 17.667 0 0.013 0
Si -5.397 2.706 17.695 0.028 -0.004 -0.005
Si -8.202 5.455 17.663 -0.015 0.001 -0.003
Si -5.419 8.14 17.657 -0.005 -0.006 0.003
Si -8.132 -5.474 17.621 0.001 0.004 -0.021
Si -5.431 -2.717 17.702 -0.012 -0.007 0.005
Si -1.357 -1.331 19.026 -0.045 0.038 -0.005
Si 1.395 1.396 19.058 -0.036 -0.001 0.009
Si -1.455 4.033 19.056 -0.017 0.005 -0.01
Si 1.309 6.728 18.961 0.01 -0.027 -0.018
Si -1.322 -6.726 19.063 0.049 -0.028 -0.02
Si 1.331 -4.064 19.147 0.017 -0.014 -0.041
Si 3.99 -1.411 19.05 0.004 -0.008 -0.026
Si -9.558 1.298 19.038 -0.029 0.005 0.008
Si 4.153 4.107 18.994 0.004 -0.013 -0.041
Si -9.5 6.798 19.131 0.008 0.008 -0.001
Si 4.091 9.5 18.934 0.026 -0.009 -0.008
Si -9.457 -4.04 18.899 0.016 0.008 -0.022
Si -6.745 -1.282 19.043 -0.008 0.004 -0.013
Si -4.032 1.356 19.108 0.003 -0.01 0
Si -6.82 4.085 18.945 0.003 -0.017 0.017
Si -4.056 6.851 19.079 -0.033 0.014 0.022
Si -6.82 9.445 18.998 -0.037 0.003 -0.039
Si -4.11 -4.133 19.056 0.021 0.002 0.032
Si 0.002 0.042 20.388 0.034 -0.014 0.048
Si 2.834 2.776 20.354 0.032 -0.014 0.027
Si -0.092 5.4 20.339 -0.005 0.048 0.016
Si 2.718 8.083 20.213 -0.003 0.018 0.08
Si -0.035 -5.39 20.557 -0.027 0.014 0.039
Si 2.663 -2.706 20.546 -0.017 0.006 0.055
Si 5.348 -0.086 20.384 0.035 0.073 0.001
Si -8.137 2.692 20.288 -0.005 0.008 -0.001
Si 5.426 5.43 20.475 -0.032 -0.003 -0.014
Si -8.081 8.136 20.503 0 -0.028 0.039
Si 5.503 10.907 20.174 -0.018 -0.01 0.04
Si -8.12 -2.684 20.288 -0.029 -0.047 0
Si -5.394 0.04 20.499 -0.016 -0.013 -0.01
Si -2.73 2.7 20.559 0.021 -0.008 -0.006
Si -5.526 5.476 20.313 -0.009 0.03 0.022
Si -2.646 -8.063 20.427 -0.03 -0.035 0.014
Si -5.493 -5.568 20.374 0.021 0.038 0.042
Si -2.732 -2.718 20.337 0.033 -0.003 0.037
Si -1.245 1.371 21.911 0.014 0.018 0.088
Si 1.38 4.112 21.625 0.002 -0.03 0.008
Si -1.327 6.828 21.774 -0.026 0.021 -0.016
Si 1.431 -6.911 21.638 -0.019 -0.033 -0.024
Si -1.489 -3.97 21.896 0.036 -0.042 0.057
Si 1.242 -1.284 21.895 0.016 -0.075 0.021
Si 4.086 1.346 21.779 0.035 -0.022 -0.023
Si -9.43 4.037 21.697 0.057 0.025 0.058
Si 3.984 6.814 21.765 -0.05 -0.038 0.038
Si 5.056 8.631 22.775 0.055 -0.071 -0.006
Si 4.181 -4.162 21.651 0.027 0.089 0.051
Si 6.738 -1.476 21.676 0.009 -0.011 0.031
Si -6.802 1.452 21.782 0.055 -0.04 0.077
Si -4.273 4.107 21.707 -0.044 -0.082 0.029
Si -6.714 6.759 21.933 0.013 0.007 0.041
Si -4.079 -6.805 21.831 0.011 -0.036 0.039
Si -6.811 -4.095 21.637 0.022 -0.012 -0.006
Si -4.038 -1.413 21.794 0 -0.021 0.075
Si -2.299 -0.407 23.057 0.24 -0.251 -0.538
Si 0.71 2.3 23.024 -0.069 -0.223 -0.477
Si -3.168 5.794 22.839 -0.106 0.359 -0.459
Si -2.583 -4.162 27.87 -0.191 0.058 -0.048
Si -3.336 -4.902 23.073 -0.006 0.048 -0.035
Si -0.588 -2.181 23.215 -0.005 0.08 -0.038
Si 2.332 0.44 23.112 -0.015 -0.083 0.009
Si 5.864 2.36 22.962 -0.331 0.314 -0.25
Si 2.085 5.968 22.966 0.018 0.222 -0.529
Si -9.505 9.616 21.629 0.062 0.101 0.057
Si 3.336 -6.057 22.705 -0.059 0.024 -0.102
Si -0.78 -2.293 -4.756 0.005 0.002 0.011
Si -8.34 0.07 22.885 0.094 0.001 -0.699
Si -6.05 3.305 23.122 -0.068 0.117 -0.01
Si -7.84 5.043 23.131 0.199 -0.173 -0.49
Si -4.791 -8.696 23.127 0.031 -0.048 -0.007
Si -8.611 -4.917 22.9 -0.262 0.08 -0.631
Si -5.367 3.776 -3.147 -0.022 0.021 0.09
Si 4.652 -2.055 -4.766 0.103 0.033 0.02
Si -0.296 6.841 26.939 0.06 -0.184 -0.08
Si 1.926 4.935 27.931 -0.016 0.055 -0.02
Si -2.559 -5.681 25.128 -0.223 0.257 -0.555
Si 0.421 -3.842 27.902 0.091 0.09 -0.11
Si -4.057 0.377 25.565 0.15 -0.056 -0.099
Si -6.577 -6.682 0.81 -0.305 0.05 0.692
Si 0.457 7.791 23.037 -0.039 0.083 0.081
Si 2.332 1.681 -4.799 -0.093 -0.043 0.011
Si 0.199 -7.195 25.031 0.087 -0.512 -0.747
Si -10.293 1.111 27.182 0.099 -0.058 0.095
Si 5.912 -3.297 22.985 0.134 -0.055 -0.585
Si -10.836 -7.826 25.062 -0.258 0.184 -0.609
Si -6.547 -1.447 25.01 0.061 -0.108 -0.005
Si -8.515 -5.841 25.856 -0.08 -0.061 -0.12
Si -7.967 6.466 28.319 -0.015 -0.115 -0.105
Si -10.466 -4.542 27.852 -0.086 -0.087 -0.054
Si -5.743 2.853 25.404 -0.131 0.138 -0.614
Si -10.816 2.176 0.609 0.039 -0.034 0.026
Si -1.836 -6.24 0.376 0.096 -0.346 0.592
Si -2.441 5.46 25.702 -0.022 -0.011 -0.097
Si -8.529 7.943 4.196 0.019 0.04 -0.097
Si 3.219 0.671 28.041 0.013 -0.039 -0.044
Si -9.38 6.007 -1.748 0.1 -0.038 0.024
Si -2.439 -1.205 27.582 0.054 0.006 -0.005
Si -0.024 1.72 -0.19 -0.104 -0.036 0.034
Si -3.56 1.786 -4.683 -0.057 -0.113 0.054
Si -1.6 8.033 -2.133 -0.055 0.088 0.089
Si 2.582 6.699 0.399 -0.097 0.086 0.168
Si 2.411 2.57 -1.951 -0.034 -0.058 -0.039
Si -4.969 6.946 0.89 0.176 -0.084 0.637
Si -2.791 -0.755 -2.947 -0.007 0.12 0.11
Si 3.084 -5.961 24.965 0.36 -0.192 -0.596
Si -9.665 5.683 25.742 0.226 0.039 -0.194
Si -3.511 5.779 -1.644 -0.045 -0.095 -0.034
Si -9.113 -7.936 -0.065 -0.015 -0.051 0.08
Si -5.11 -3.185 22.992 0.253 -0.176 -0.501
Si -6.257 0.382 0.316 0.076 0.079 0.638
Si -5.151 -1.952 -1.411 -0.021 -0.079 0.19
Si -7.619 -1.309 -3.034 0.122 0.043 -0.031
Si -2.878 3.81 28.303 -0.012 0.013 -0.046
Si 7.271 0.956 2.856 0.19 -0.336 0.534
Si 1.779 -1.045 -3.792 -0.018 0.147 -0.082
Si -1.636 1.225 29.363 0.03 -0.047 -0.109
Si -7.197 1.559 -2.241 0.038 -0.055 -0.129
Si 4.486 -6.989 29.297 0.087 0.019 -0.046
Si 1.311 7.411 -2.093 0.123 0.046 -0.068
Si -4.872 2.052 1.189 0.03 -0.774 0.114
Si -10.487 -1.987 -2.057 -0.023 -0.12 0.033
Si 2.754 6.179 -4.568 -0.119 0.05 0.107
Si -10.069 2.155 -2.471 -0.011 0.044 0.083
Si 2.53 -0.482 25.325 0.048 0.26 -0.705
Si 5.076 3.059 24.973 0.319 0.165 -0.421
Si 4.442 4.555 -2.465 0.037 -0.021 0.031
Si 3.122 0.228 1.561 -0.187 -0.094 0.779
Si -7.987 4.991 -4.425 0.044 0.049 0.035
Si -6.856 3.988 2.856 0.064 0.068 0.725
Si -4.293 7.981 25.431 -0.197 -0.111 -0.74
Si 4.285 -3.178 25.681 0.146 -0.027 -0.176
Si -5.839 4.274 27.942 -0.053 0.002 -0.237
Si -7.916 5.839 0.785 -0.044 -0.051 0.066
Si -4.538 -4.418 0.519 0.052 0.377 0.678
Si -6.433 -7.371 27.448 0.058 0.001 0.042
Si -0.909 -1.171 -0.357 -0.118 -0.088 0.116
Si 3.223 -0.305 -1.339 0.058 -0.118 -0.01
Si 2.085 3.887 25.096 -0.221 0.138 -0.137
Si 2.193 -5.928 -4.681 -0.174 -0.058 -0.024
Si -8.12 -0.854 27.473 0.008 0.043 -0.104
Si -7.568 1.938 27.524 0.05 0.061 -0.187
Si -0.109 -2.121 25.555 -0.204 -0.194 -0.674
Si 2.346 -5.98 -1.639 0.007 -0.072 0.112
Si 4.282 -6.975 0.558 -0.137 0.32 0.576
Si -1.328 1.356 10.861 -0.015 -0.001 0.007
Si 1.362 4.082 10.845 -0.008 -0.013 0.002
Si -1.354 6.813 10.842 0.008 0.014 -0.005
Si 1.319 9.529 10.871 -0.005 -0.002 -0.001
Si -1.342 -4.074 10.883 0.02 0.005 0.006
Si 1.362 -1.343 10.874 0.024 0.011 -0.001
Si 4.078 1.379 10.854 0.017 0.012 0.015
Si 6.765 4.07 10.867 -0.019 -0.004 0.005
Si 4.06 6.789 10.871 0.013 0.002 -0.005
Si 6.796 9.491 10.899 0.012 0.008 -0.003
Si 4.049 -4.09 10.92 -0.015 -0.013 0.007
Si 6.792 -1.351 10.886 0.004 -0.009 -0.006
Si -6.786 1.355 10.9 0.022 -0.016 -0.003
Si -4.06 4.086 10.868 0.006 -0.002 -0.004
Si -6.807 6.776 10.897 -0.039 -0.012 0.014
Si -4.075 -6.817 10.89 -0.009 -0.008 -0.001
Si -6.78 -4.102 10.904 0.006 0.012 0.008
Si -4.045 -1.383 10.895 -0.024 0.014 0.004
Si -2.697 0.004 12.234 0.011 -0.018 -0.001
Si 0.015 2.723 12.225 0.021 -0.005 0.004
Si -2.706 5.451 12.221 -0.008 -0.002 -0.003
Si -0.017 8.162 12.239 0 0.024 0.001
Si -2.711 -5.442 12.233 -0.01 0.015 -0.003
Si 0.006 -2.707 12.239 -0.008 0 -0.001
Si 2.727 0.011 12.223 -0.007 0.003 0.005
Si 5.428 2.717 12.241 0.011 -0.004 0.01
Si 2.704 5.434 12.233 0.002 -0.01 0.008
Si 5.428 8.136 12.244 0.008 -0.004 0
Si 2.69 -5.457 12.255 0.007 -0.002 -0.003
Si 5.429 -2.714 12.246 -0.022 0.01 0.002
Si -8.155 -0.006 12.25 -0.006 0.017 0.005
Si -5.418 2.722 12.235 -0.018 0.015 0.008
Si -8.178 5.416 12.231 0.019 -0.004 0.003
Si -5.441 8.148 12.242 0.002 0 0
Si -8.16 -5.456 12.249 0.001 -0.007 -0.001
Si -5.422 -2.731 12.253 0.008 -0.004 0.003
Si -1.354 -1.355 13.601 -0.006 0.007 0.008
Si 1.361 1.353 13.59 0.014 -0.003 0.002
Si -1.349 4.088 13.584 -0.008 -0.004 -0.01
Si 1.353 6.803 13.603 -0.001 -0.005 -0.003
Si -1.368 9.518 13.605 0.003 -0.005 -0.003
Si 1.349 -4.075 13.605 0.01 0.003 -0.003
Si 4.077 -1.347 13.598 0.009 0.006 -0.002
Si 6.806 1.367 13.598 -0.011 0.002 0.003
Si 4.057 4.068 13.594 -0.001 0.007 -0.001
Si 6.796 6.778 13.595 0.006 -0.005 -0.004
Si 4.067 9.504 13.598 -0.008 0.003 -0.01
Si 6.791 -4.088 13.6 0.013 0.003 -0.007
Si -6.796 -1.37 13.605 0.001 -0.002 0
Si -4.064 1.358 13.6 0 -0.001 -0.007
Si -6.797 4.07 13.582 -0.012 -0.008 -0.004
Si -4.079 6.789 13.596 -0.002 0.007 0.005
Si -6.788 9.516 13.602 -0.006 -0.001 0.007
Si -4.056 -4.083 13.605 -0.005 -0.011 0.008
Si 0 -0.001 14.961 0.003 -0.009 -0.007
Si 2.708 2.702 14.96 -0.02 -0.03 -0.005
Si -0.008 5.446 14.969 0.018 0.012 0.004
Si 2.718 8.159 14.973 0.027 0.019 0
Si -0.014 10.887 14.963 -0.009 -0.002 0.001
Si 2.713 -2.711 14.952 0.007 0.003 0.006
Si 5.442 0.011 14.953 0.019 0.02 -0.002
Si 8.181 2.72 14.955 0.03 0.022 -0.012
Si 5.426 5.42 14.943 -0.009 -0.018 -0.004
Si 8.171 8.143 14.937 0.003 0.007 0.005
Si 5.422 10.869 14.958 -0.025 -0.022 -0.002
Si 8.156 -2.732 14.961 -0.012 -0.012 0.006
Si -5.432 -0.007 14.961 -0.021 -0.005 0.01
Si -2.704 2.73 14.953 0.015 0.019 0.007
Si -5.448 5.425 14.949 -0.028 -0.022 -0.012
Si -2.726 8.15 14.959 -0.025 0 -0.003
Si -5.418 -5.44 14.954 0.022 0.026 -0.003
Si -2.706 -2.712 14.968 0.005 0.004 -0.009
O 2.059 2.65 -3.528 -0.176 0.358 -0.172
O 1.429 0.339 -4.586 -0.567 -0.093 -0.053
O 5.233 3.749 0.856 0.248 0.182 -0.491
O -8.725 7.233 1.046 -0.227 0.033 0.43
O -1.891 -7.365 -0.815 -0.029 0.113 -0.161
O 3.189 1.788 4.525 -0.284 -0.186 -0.279
O 5.389 5.554 -1.627 -0.208 0.032 0.031
O -2.869 0.177 24.49 0.173 0.123 0.236
O -7.122 2.138 25.956 -0.398 0.14 -0.353
O 3.443 5.347 28.368 0.371 -0.288 -0.459
O -2.763 4.952 24.212 0.212 -0.643 0.074
O -9.343 -4.099 1.401 -0.067 -0.412 -0.583
O -0.266 7.134 -1.936 -0.065 -0.419 0.322
O 2.176 5.406 24.518 -0.109 0.15 0.152
O -7.613 8.002 27.991 -0.419 0.268 -0.082
O -4.429 1.942 25.749 0.605 0.164 0.414
O 5.356 1.763 25.886 -0.062 -0.462 -0.138
O 4.865 -3.44 27.177 -0.081 0.296 0.305
O 3.788 5.327 -3.695 0.291 -0.084 -0.171
O -3.905 2.906 0.179 -0.169 0.107 -0.294
O -3.019 0.756 -3.534 0.229 0.154 0.113
O -5.414 -0.312 25.054 -0.061 0.12 -0.287
O -8.109 -5.214 24.431 0.575 0.204 0.232
O 2.771 -5.825 -3.177 0.611 0.262 -0.085
O 1.079 6.252 27.524 0.384 0.329 -0.324
O 4.665 -0.939 -1.662 0.098 0.287 0.199
O -5.829 -2.783 24.434 0.02 -0.307 0.39
O -1.81 4.2 1.219 0.259 0.026 -0.238
O -9.311 -4.783 26.76 0.059 0.345 0.095
O -8.938 5.827 27.188 -0.19 -0.202 0.213
O 2.153 6.429 -1.129 0.079 -0.562 -0.149
O 3.49 -1.781 25.551 0.13 0.053 0.182
O -8.52 5.544 24.572 -0.123 0.394 0.277
O -0.737 -5.094 0.064 0.121 0.067 0.234
O -9.163 2.139 27.745 -0.202 0.352 0.44
O 0.828 3.02 24.526 -0.394 0.108 0.344
O -6.334 6.103 0.659 -0.108 -0.172 -0.4
O -1.072 -4.14 28.399 0.002 -0.016 0.613
O -1.439 6.906 28.071 -0.508 0.476 -0.199
O -4.417 4.126 28.678 0.011 0.102 0.606
O 3.291 3.865 -1.557 0.051 0.471 0.567
O -10.449 1.892 -0.931 0.001 -0.213 0.004
O -4.763 5.067 -2.381 0.036 0.336 0.042
O -6.758 3.014 28.397 0.045 -0.028 0.739
O 4.177 -7.002 25.66 -0.085 -0.225 0.692
O 5.389 3.384 -3.051 0.054 0.087 -0.426
O -10.416 -7.088 0.379 0.078 0.56 -0.026
O -2.785 6.969 -2.469 -0.08 0.195 -0.481
O -8.536 -1.682 28.762 -0.126 0.292 0.241
O -6.598 4.302 -4.022 -0.012 -0.318 -0.234
O 1.817 7.096 -3.602 -0.187 0.108 -0.213
O -4.57 -3.273 -0.651 0.094 -0.115 -0.223
O 2.879 0.615 26.459 -0.047 0.462 -0.119
O 5.416 5.743 2.537 0.087 0.314 -0.286
O 4.569 7.749 28.904 0.581 -0.019 -0.61
O -7.208 0.414 27.933 0.598 -0.066 0.515
O -5.39 -7.806 0.766 0.457 0.285 -0.108
O -2.637 -4.541 26.286 0.013 0.33 -0.004
O -10.668 6.945 25.532 -0.261 -0.141 0.036
O 0.457 -3.445 26.327 0.621 -0.476 -0.294
O -8.873 -1.532 0.871 0.022 0.181 -0.379
O -1.693 -1.205 1.074 0.002 -0.203 -0.154
O 2.724 -0.684 28.737 0.105 -0.265 -0.076
O -10.33 -2.989 -0.786 0.037 -0.488 -0.316
O 1.129 4.122 29.076 -0.302 0.149 0.067
O -3.409 6.728 25.966 -0.008 -0.207 0.201
O -1.487 2.268 -0.571 -0.229 -0.195 -0.292
O -5.899 -5.29 0.319 -0.335 0.139 -0.335
O 0.069 0.119 -0.365 0.705 -0.175 -0.117
O 1.311 -3.921 1.272 0.398 0.415 -0.021
O -7.096 0.24 -3.204 0.402 0.247 -0.377
O 1.066 2.489 -1.087 -0.124 0.491 -0.048
O 3.85 1.209 -4.87 -0.071 -0.197 0.238
O -5.622 4.212 26.319 0.324 0.498 -0.165
O 0.795 -6.744 -4.8 0.053 -0.12 0.021
O 5.21 -5.982 28.258 0.29 -0.108 -0.465
O -8.747 5.682 -3.183 0.058 0.252 -0.126
O -10.313 0.921 -3.479 -0.08 -0.52 0.184
O -2.628 4.283 26.778 0.212 -0.461 -0.196
O -3.26 -5.431 0.406 -0.083 -0.185 -0.187
O -9.568 1.71 1.495 0.235 0.25 -0.288
O 4.192 1.388 1.11 -0.02 0.145 -0.168
O -0.074 -7.996 26.403 0.215 0.099 0.554
O 0.552 -2.072 -3.888 0.089 -0.438 0.255
O -8.501 5.244 -0.604 0.043 -0.658 -0.287
O 5.044 -2.344 1.634 -0.361 -0.446 0.075
O -7.252 -1.747 26.436 0.298 -0.489 -0.027
O 3.202 5.385 1.061 -0.125 -0.29 -0.009
O 3.48 3.176 24.726 0.004 -0.359 -0.243
O 3.716 7.836 0.443 0.111 -0.167 0.097
O -1.376 -7.327 -3.417 -0.121 0.52 0.199
O -5.885 3.162 1.843 0.232 -0.042 -0.246
O -2.056 -1.593 -4.1 -0.395 -0.282 -0.533
O 1.577 -6.405 25.324 0.109 0.328 0.129
O -6.579 5.632 28.369 0.424 0.182 0.162
O -8.034 4.795 2.014 -0.416 0.161 -0.049
O -0.88 5.919 25.739 0.543 -0.176 -0.106
O -1.374 -1.591 26.426 -0.103 0.269 -0.162
O -9.464 -7.122 25.585 0.151 -0.009 0.103
O -2.472 4.592 -1.278 0.305 -0.086 -0.387
O 5.397 -2.684 -3.464 0.14 -0.417 -0.107
O -5.248 -0.75 -0.328 0.371 0.181 0.056
O -10.607 4.369 25.692 -0.163 0.062 0.281
O 0.24 2.049 1.365 -0.351 0.376 0.233
O 2.787 -0.579 0.181 -0.016 -0.578 -0.05
O 1.974 3.943 26.68 0.036 -0.464 0.214
O -9.405 1.172 23.456 -0.132 0.141 0.715
O 1.453 -4.692 -1.228 0.234 0.236 -0.368
O 1 -0.942 25.61 -0.281 0.386 -0.035
O -5.53 -6.793 28.651 -0.234 -0.108 0.18
O -1.01 -6.121 24.846 0.07 0.485 0.007
O -6.608 -2.168 -2.086 -0.256 -0.349 -0.072
O -1.928 -0.876 -1.58 -0.139 0.028 0.083
O -7.701 -0.867 24.051 -0.253 0.077 -0.089
O 1.234 7.13 1.183 -0.243 0.182 -0.337
O -9.489 -0.259 26.805 -0.329 -0.427 -0.588
O -8.486 2.471 -2.56 0.244 0.661 -0.139
O 3.682 3.842 3.048 0.201 0.028 0.07
O -3.614 -0.296 26.954 -0.305 -0.121 0.433
O -10.847 -3.134 24.57 0.278 -0.019 0.392
O 3.322 1.27 -1.683 0.331 0.173 0.155
O 3.174 -1.598 -4.336 -0.076 -0.005 -0.035
O 1.19 -5.242 28.138 -0.03 -0.05 -0.299
O -3.305 -5.361 28.668 0.374 -0.089 0.26
O -1.723 -0.275 28.718 0.056 -0.155 0.006
O -7.14 -6.186 26.62 0.307 0.41 -0.173
O 2.442 1.903 28.705 -0.069 0.238 -0.277
O -7.811 -6.988 -0.212 -0.018 0.232 -0.505
O -3.989 6.517 -0.302 0.376 -0.044 0.211
O 4.826 0.829 28.231 0.045 -0.059 0.553
O 3.634 -6.09 -0.653 0.297 0.129 -0.028
O 1.517 -7.378 -1.584 -0.448 0.095 0.395
O -1.951 4.649 29.331 0.25 -0.064 0.411
O -2.499 2.251 28.456 -0.087 -0.212 -0.436
O -3.097 -2.618 28.09 -0.474 0.075 0.179
O -4.218 3.107 -4.038 0.046 0.149 0.026
O -0.111 -2.581 -0.526 0.276 -0.015 -0.458
O -9.858 -3.903 29.187 -0.03 -0.292 0.139
O 2.005 -0.872 -2.215 -0.468 -0.142 0.448
O 0.984 -2.614 28.782 -0.353 -0.018 0.036
O -4.198 -1.472 -2.622 -0.088 -0.255 -0.762
O -7.744 -2.035 -4.479 -0.613 -0.464 0.043
O -7.329 0.977 -0.753 -0.441 0.159 0.43
O -9.057 -1.286 -2.305 -0.048 0.237 0.404
O -5.914 2.541 -2.244 0.214 -0.217 0.246
O -3.4 -6.989 25.596 0.124 -0.211 0.055
O -5.546 8.071 26.434 -0.184 -0.431 -0.085
O 3.29 -4.431 25.449 -0.209 0.156 0.165
O -9.351 7.605 -1.465 -0.253 0.194 -0.467

Results
total energy: -103844.984 eV
total energy less fixed offsets of O -438.25, Si -107.07 eV per atom: -0.534 eV
